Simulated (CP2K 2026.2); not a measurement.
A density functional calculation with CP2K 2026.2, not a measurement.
Periodic cell of 499 atoms, Si360O139, from a study of silicon, its oxide and their interface. The atomic structure is a simulated model.
Doubt: the forces sum to 1.15 eV/angstrom along one axis rather than to zero, so they err by at least 0.0023 eV/angstrom per atom on average; the grid cutoff is modest.

Settings
functional: PBE
method: Gaussian and plane waves
basis set: DZVP-MOLOPT-SR-GTH
pseudopotentials: GTH-PBE
grid cutoff: 350 Ry, relative cutoff 50 Ry
k points: Gamma only
occupations: fixed
spin: none
net charge: 0

Cell vectors (angstrom)
a 16.32 0 0
b 0 16.32 0
c -3.934 0.9967 33.559

Atoms and the computed forces on them: element, x, y, z (angstrom), force x, y, z (eV/angstrom)
Si 15.08 0.077 0.369 -0.208 0.447 0.166
Si 1.994 2.503 0.311 0.186 -0.137 0.643
Si -0.788 6.23 32.71 -0.027 -0.026 -0.134
Si -0.933 9.047 33.49 0.131 0.078 0.048
Si 10.23 9.631 1.565 0.397 -0.193 0.449
Si 11.855 1.737 30.902 -0.1 -0.496 -0.394
Si 5.094 15.819 25.509 0.077 0.045 -0.022
Si 5.922 1.27 0.818 0.047 -0.015 0.026
Si 5.439 4.159 0.552 -0.207 0.388 0.494
Si 5.602 6.56 30.952 0.006 -0.087 0.051
Si 5.506 11.51 0.967 -0.081 -0.224 0.699
Si 7.967 13.573 0.727 0.249 0.157 0.577
Si 3.543 17.066 32.363 0.004 -0.081 -0.003
Si 13.849 2.062 0.699 0.074 -0.127 0.052
Si 10.026 4.03 1.061 0.03 0.741 -0.195
Si 12.035 8.166 0.961 -0.56 0.356 0.351
Si 8.426 8.42 2.68 0.029 -0.02 0.047
Si 13.878 13.487 0.805 -0.129 -0.02 0.555
Si 0.478 0.404 2.867 0.131 0.179 0.416
Si 2.175 2.121 2.673 -0.002 0.049 -0.04
Si 15.657 4.776 2.618 -0.006 -0.009 0.49
Si 3.296 8.883 2.912 0.217 0.023 0.631
Si 15.826 10.463 2.989 0.04 -0.006 -0.006
Si 3.219 14.026 2.899 -0.003 -0.008 -0.07
Si 4.893 15.782 2.922 -0.077 -0.218 0.55
Si 7.981 2.47 2.915 -0.247 -0.004 0.694
Si 5.626 5.669 2.402 0.002 -0.035 -0.013
Si 7.019 7.305 1.123 -0.329 0.367 0.213
Si 5.081 10.564 3.045 -0.019 -0.005 -0.028
Si 8.725 14.166 2.842 0.038 0.018 -0.012
Si 10.454 15.984 2.877 -0.197 -0.295 0.358
Si 14.027 2.998 2.87 -0.005 -0.021 0.139
Si 11.071 5.573 2.501 -0.351 -0.476 0.303
Si 14.095 8.785 2.941 0.163 0.024 0.504
Si 11.276 11.263 2.97 -0.035 0.072 0.003
Si 13.032 13.017 2.913 0.024 -0.077 0.042
Si 15.061 1.358 4.161 -0.011 -0.004 -0.012
Si 1.232 3.962 3.877 0.024 0.019 -0.044
Si 14.971 6.765 3.882 -0.014 0.004 0
Si 1.379 9.58 4.134 -0.017 0.035 -0.021
Si 14.815 12.165 4.235 -0.025 0.022 -0.043
Si 1.427 14.979 4.116 0.004 -0.041 -0.046
Si 3.93 1.281 4.063 -0.008 0.016 -0.022
Si 6.71 4.152 3.961 0.033 -0.033 -0.079
Si 4.137 6.857 3.868 -0.016 0.055 -0.032
Si 6.892 9.541 4.11 0.011 0.005 0.023
Si 4.077 12.289 4.255 -0.007 0.03 0.039
Si 6.82 14.946 4.076 -0.007 -0.017 -0.026
Si 9.397 1.218 4.275 0.03 0.021 0.009
Si 12.281 4.122 3.983 -0.097 0.01 0.009
Si 9.569 6.777 3.953 0.039 0.029 -0.044
Si 12.331 9.624 4.294 0.037 -0.088 -0.031
Si 9.594 12.383 4.162 -0.018 0.008 -0.051
Si 12.156 14.878 4.097 -0.014 0.044 -0.093
Si 13.603 16.279 5.364 -0.035 -0.021 0.013
Si 0.032 2.739 5.527 0.035 -0.011 -0.036
Si 13.595 5.507 5.387 0.031 -0.086 -0.057
Si 0.071 8.042 5.371 -0.014 0.023 -0.064
Si 13.613 10.885 5.749 -0.022 0.039 -0.005
Si -0.026 13.603 5.395 0.007 0.001 0.003
Si 2.697 16.311 5.58 -0.038 0.007 0.004
Si 5.336 2.745 5.316 0.042 0.014 -0.02
Si 2.685 5.421 5.175 0.001 -0.004 -0.036
Si 5.514 8.097 5.391 0.002 0 -0.02
Si 2.634 10.972 5.543 0.019 -0.008 0.018
Si 5.544 13.571 5.528 0.034 0.022 -0.029
Si 8.032 16.264 5.614 -0.037 -0.017 -0.001
Si 10.884 2.715 5.343 0.001 0.031 0.003
Si 8.176 5.42 5.332 0.009 -0.033 0.038
Si 10.892 8.134 5.403 -0.006 -0.024 0.008
Si 8.194 10.962 5.44 0 0.004 -0.002
Si 10.876 13.65 5.633 -0.031 -0.037 0.004
Si 14.951 14.963 6.778 0.001 0.002 0.03
Si 1.358 1.376 6.896 -0.029 0.03 0.007
Si 14.943 4.129 6.781 -0.001 -0.009 -0.023
Si 1.415 6.723 6.724 0.02 -0.029 0.028
Si 15.048 9.419 6.837 -0.012 -0.02 -0.033
Si 1.291 12.296 6.873 -0.014 -0.001 0.018
Si 4.129 14.952 6.847 -0.01 0.002 -0.023
Si 6.694 1.428 6.796 0.03 0.031 -0.001
Si 4.009 4.104 6.679 -0.026 0.014 0.018
Si 6.841 6.76 6.768 0.019 -0.012 0.001
Si 4.094 9.507 6.729 0.017 0 -0.038
Si 6.852 12.225 6.891 -0.007 -0.02 0.044
Si 9.465 14.965 6.942 -0.007 -0.003 -0.02
Si 12.249 1.358 6.724 -0.033 0.012 -0.019
Si 9.533 4.071 6.723 -0.007 0.044 0.009
Si 12.244 6.809 6.796 -0.014 0.006 0.022
Si 9.535 9.528 6.757 0.023 0.015 0.006
Si 12.22 12.274 6.985 -0.015 0.031 -0.023
Si -0.032 16.319 8.182 -0.01 -0.009 -0.009
Si 2.73 2.768 8.168 0.023 -0.009 0.003
Si 0.019 5.441 8.136 -0.003 -0.015 0.025
Si 2.745 8.13 8.094 -0.015 0.014 -0.015
Si 0.007 10.851 8.2 0.01 0.023 -0.001
Si 2.722 13.617 8.19 -0.015 0 0.004
Si 5.421 16.358 8.203 -0.004 -0.011 -0.001
Si 8.144 2.746 8.112 0.002 0.007 0.002
Si 5.422 5.417 8.083 -0.015 -0.019 -0.006
Si 8.169 8.161 8.125 -0.007 0.018 -0.016
Si 5.435 10.842 8.153 0.007 0.021 -0.007
Si 8.159 13.58 8.278 -0.001 -0.017 0.029
Si 10.884 16.371 8.164 0.005 0.008 0.004
Si 13.588 2.726 8.115 0.019 -0.013 -0.001
Si 10.871 5.43 8.121 -0.006 -0.021 0.003
Si 13.62 8.129 8.18 0.005 0.008 -0.01
Si 10.848 10.853 8.22 -0.012 -0.014 0.004
Si 13.625 13.645 8.23 0.046 0.007 -0.008
Si -1.35 1.347 14.947 0.012 -0.036 -0.018
Si 1.361 4.088 14.928 -0.001 0.002 -0.002
Si -1.36 6.834 14.95 -0.024 0.013 0
Si 1.365 9.524 14.989 0 0 0
Si -1.378 12.213 14.955 0.031 0.01 -0.001
Si 1.342 14.957 14.942 -0.031 0.011 0
Si 4.092 1.356 14.92 -0.002 -0.016 -0.004
Si 6.803 4.1 14.958 -0.001 -0.009 -0.006
Si 4.095 6.798 14.977 0.003 -0.009 -0.001
Si 6.817 9.521 14.974 0.013 0.008 -0.003
Si 4.074 12.233 14.994 0.005 0 0.009
Si 6.791 14.947 14.969 0.009 0.005 0.002
Si 9.492 1.371 14.962 -0.042 0.042 -0.004
Si 12.235 4.09 14.959 0.02 -0.021 0.01
Si 9.525 6.818 14.967 -0.01 0.006 0.006
Si 12.236 9.537 14.956 -0.011 0.017 -0.014
Si 9.532 12.224 14.972 0.02 -0.015 -0.011
Si 12.228 14.943 14.971 -0.004 0.007 0.009
Si 13.612 16.301 16.297 0.035 0.031 0.006
Si 0.019 2.72 16.285 -0.014 -0.008 -0.009
Si 13.595 5.479 16.295 -0.003 -0.011 -0.02
Si -0.018 8.186 16.347 -0.007 -0.008 0.01
Si 13.575 10.885 16.349 -0.02 -0.02 -0.002
Si -0.023 13.581 16.285 -0.004 0.001 -0.011
Si 2.725 16.321 16.268 0.006 -0.012 -0.017
Si 5.444 2.713 16.285 0.011 0.019 -0.006
Si 2.709 5.431 16.305 0.015 0.004 -0.01
Si 5.469 8.159 16.334 -0.012 -0.008 -0.002
Si 2.715 10.88 16.37 0.008 0.006 0.008
Si 5.441 13.592 16.354 0.006 -0.001 0.004
Si 8.147 16.31 16.326 0.01 -0.003 -0.015
Si 10.852 2.739 16.307 0.007 -0.018 -0.008
Si 8.164 5.464 16.322 -0.011 0.012 -0.007
Si 10.873 8.2 16.325 0.014 0.009 -0.007
Si 8.181 10.871 16.346 -0.001 -0.001 -0.003
Si 10.894 13.562 16.354 -0.028 -0.012 -0.005
Si -1.394 14.89 17.663 -0.014 -0.025 0.001
Si 1.402 1.369 17.635 0.009 0.019 0.012
Si -1.347 4.104 17.604 0.004 0.004 -0.002
Si 1.351 6.795 17.662 0.001 0.008 -0.005
Si -1.397 9.541 17.727 0 0.019 0.013
Si 1.322 12.27 17.685 -0.026 -0.003 -0.026
Si 4.038 14.967 17.666 -0.011 0.017 -0.013
Si 6.783 1.364 17.668 0.007 -0.01 0.036
Si 4.069 4.049 17.64 -0.024 -0.015 -0.001
Si 6.836 6.821 17.717 0.067 -0.005 -0.006
Si 4.108 9.499 17.7 0.018 0.021 -0.002
Si 6.827 12.228 17.704 -0.017 -0.005 0.003
Si 9.512 14.929 17.67 0.003 0.009 -0.007
Si 12.232 1.353 17.604 -0.03 -0.004 0.014
Si 9.527 4.132 17.686 0.033 -0.014 -0.003
Si 12.234 6.841 17.66 0.006 -0.011 -0.005
Si 9.547 9.546 17.745 -0.023 -0.013 0.002
Si 12.247 12.224 17.778 0.028 0.047 0.014
Si 0.013 16.283 18.88 0.024 -0.027 -0.011
Si 2.748 2.704 19.063 0.001 -0.025 -0.009
Si 0.022 5.402 19.011 -0.026 -0.022 -0.016
Si 2.715 8.138 19.021 0.025 -0.058 0.01
Si -0.081 10.98 19.061 -0.031 0.019 -0.008
Si 2.675 13.625 19.046 0.014 0.011 0.037
Si 5.345 16.372 19.015 0.011 0.006 -0.021
Si 8.21 2.7 18.991 -0.009 0.028 -0.004
Si 5.434 5.409 18.962 -0.048 0.013 0.001
Si 8.217 8.169 19.12 -0.001 -0.028 -0.008
Si 5.496 10.841 19.064 -0.009 -0.005 -0.016
Si 8.15 13.616 19.076 0.018 0.052 0
Si 10.974 16.221 18.967 0.042 -0.018 -0.046
Si 13.524 2.814 18.897 0.004 -0.029 0.005
Si 10.863 5.549 19.054 -0.059 0.034 -0.002
Si 13.583 8.13 19.076 0.004 -0.023 -0.001
Si 10.881 10.886 19.173 0.011 0.011 0.063
Si 13.608 13.587 19.172 0.009 0.014 0.001
Si -1.438 1.339 20.033 -0.029 -0.012 0.044
Si 1.367 4.047 20.397 0.017 0.051 -0.014
Si -1.351 6.718 20.372 -0.047 -0.013 -0.022
Si 1.303 9.568 20.26 0.047 0.033 -0.038
Si -1.366 12.272 20.622 0.026 -0.034 -0.003
Si 1.3 15.027 20.39 -0.038 -0.043 0.02
Si 4.057 1.363 20.516 -0.028 0.008 0.019
Si 6.797 4.047 20.294 0.058 -0.027 0.029
Si 4.059 6.703 20.353 0 -0.022 -0.022
Si 6.876 9.517 20.486 -0.031 0.009 -0.023
Si 4.078 12.218 20.323 -0.013 0.029 -0.009
Si 6.694 15.013 20.316 0.026 -0.093 0.013
Si 9.682 1.316 20.223 0.017 0.006 0.006
Si 12.238 4.2 20.341 0.043 -0.003 -0.003
Si 9.584 6.874 20.575 0.009 0.028 -0.024
Si 12.251 9.448 20.512 -0.045 0.004 0.015
Si 9.531 12.336 20.517 0.016 -0.022 -0.014
Si 12.237 14.951 20.545 -0.025 -0.021 -0.017
Si 13.644 16.499 21.617 0.031 0.028 0.002
Si -0.152 2.605 21.431 0.034 -0.037 -0.066
Si 13.612 5.439 21.84 0.032 -0.019 -0.002
Si 0.011 8.162 21.575 0.002 -0.038 0.022
Si 13.591 10.784 21.909 0.06 0.031 0.042
Si -0.058 13.825 21.92 -0.045 0.049 0.037
Si 2.568 16.382 21.87 -0.013 0.057 0.06
Si 5.565 2.685 21.79 -0.018 -0.017 0.056
Si 2.754 5.328 21.82 -0.008 -0.01 0.069
Si 5.497 8.02 21.672 -0.012 0.022 0.043
Si 2.766 10.768 21.616 0.24 -0.21 -0.334
Si 5.31 13.661 21.693 -0.026 0.016 0.031
Si 8.225 16.337 21.48 0.114 -0.035 -0.036
Si 10.961 2.736 21.614 0.008 -0.07 -0.019
Si 8.154 5.371 21.681 0.019 0.03 0.05
Si 10.951 8.189 22.105 -0.05 -0.029 0.027
Si 8.203 10.929 21.871 -0.064 -0.02 0.018
Si 10.925 13.607 22.049 0.008 0.042 -0.038
Si -1.086 15.627 23.082 0.026 -0.096 0.025
Si 0.659 1.042 22.964 -0.008 -0.362 -0.538
Si -1.722 3.56 22.868 -0.004 -0.022 0.075
Si 1.585 7.07 22.88 0.001 -0.237 -0.647
Si -1.446 9.159 23.109 -0.085 0.195 -0.659
Si 1.713 13.102 23.303 0.033 0.622 -0.422
Si 2.513 12.974 28.688 0.066 0.086 0.018
Si 7.545 1.823 22.794 -0.106 0.178 -0.475
Si 4.391 4.182 23.145 -0.154 -0.113 -0.714
Si 6.564 6.43 23.004 0.354 0.273 -0.175
Si 3.877 9.164 22.861 0.129 -0.005 -0.595
Si 6.897 12.562 23.01 -0.095 -0.313 -0.692
Si 9.128 14.85 23.059 0.332 0.557 -0.053
Si 12.81 1.97 22.884 -0.018 0.013 -0.093
Si 9.133 3.581 22.785 -0.012 0.056 0.037
Si 12.623 6.943 23.407 -0.417 -0.465 -0.035
Si 10.011 10.135 23.25 -0.019 0.072 0.019
Si 11.873 11.699 23.277 -0.008 0.027 0.084
Si 13.083 12.039 25.348 -0.292 -0.225 -0.583
Si 4.364 5.835 33.349 0.41 -0.088 0.352
Si -1.588 7.389 29.813 -0.088 -0.107 0.185
Si 8.763 9.967 25.267 0.371 0.15 -0.458
Si -0.453 10.433 25.762 0.375 0.426 0.095
Si -3.216 10.606 32.154 -0.02 0.071 -0.01
Si 3.582 14.612 23.031 -0.21 -0.16 -0.517
Si 9.868 3.42 24.968 -0.282 -0.014 -0.62
Si 2.792 12.97 0.838 0.168 0.436 0.606
Si -1.462 1.891 31.335 -0.047 0.057 0.068
Si 12.222 9.17 29.794 -0.117 -0.032 0.03
Si 11.938 5.856 25.535 0.256 0.296 -0.623
Si 1.741 15.594 30.314 -0.044 0.014 0.102
Si 3.533 11.005 30.697 0.003 -0.056 0.138
Si 9.678 7.554 26.646 -0.042 -0.069 0.012
Si 5.31 13.949 27.859 0.022 -0.019 -0.002
Si 0.817 5.905 25.559 0.034 0.062 0.032
Si 11.218 4.593 30.447 0.108 0.027 0.13
Si 11.203 16.443 29.293 0.168 0.373 0.479
Si 6.569 11.92 25.983 0.04 0.062 -0.015
Si 11.627 1.428 0.358 0.326 0.048 0.184
Si 11.992 1.185 24.918 0.253 0.201 -0.399
Si 1.4 11.878 26.051 -0.468 -0.299 -0.107
Si 8.694 16.667 27.646 0.084 0.107 0.154
Si -0.369 3.124 24.748 -0.292 0.154 -0.495
Si 0.355 7.935 27.63 0.005 -0.001 -0.163
Si 12.096 11.79 28.229 0.078 0.028 0.158
Si 5.551 9.086 29.661 0.044 0.033 0.069
Si -2.908 5.05 28.168 -0.218 -0.035 -0.036
Si 2.782 6.338 27.53 -0.058 -0.036 0.047
Si 3.259 3.589 28.492 0 0.001 -0.076
Si 7.68 8.421 31.553 -0.065 -0.007 0.05
Si 4.523 2.633 25.808 0.002 0.019 0.078
Si -2.718 12.92 30.456 -0.106 0.072 -0.055
Si -0.03 11.447 0.944 -0.209 -0.197 0.578
Si 7.415 3.068 26.913 0.008 -0.097 -0.033
Si 0.924 2.043 29.413 -0.025 0.018 0.151
Si 5.546 12.356 32.681 0.023 0.019 0.026
Si 10.722 13.515 30.188 0.089 0.138 -0.027
Si 6.338 1.731 31.353 0.007 -0.112 -0.02
Si -0.933 15.15 31.58 0.086 -0.055 0.083
Si -2.883 16.691 27.344 -0.107 -0.102 0.012
Si 7.334 7.409 24.932 -0.066 -0.189 -0.551
Si 4.134 10.19 25.699 0.008 0.077 -0.081
Si -2.572 15.138 24.917 0.388 0.261 -0.483
Si 6.25 4.138 29.453 -0.022 -0.123 -0.011
Si 8.238 13.57 31.892 0.046 0.032 0.015
Si 9.841 7.119 29.643 0.06 0.014 0.02
Si 2.029 9.795 33.047 0.136 -0.427 0.458
Si 5.189 7.808 27.076 0.014 0.116 -0.001
Si 6.972 15.446 29.819 0.003 0.044 0.004
Si -1.14 2.576 27.539 -0.06 -0.039 -0.158
Si 8.128 16.082 24.818 0.238 -0.163 -0.373
Si 11.577 4.574 33.445 -0.468 -0.094 -0.004
Si 14.932 1.377 9.517 -0.003 0.006 0.017
Si 1.356 4.098 9.525 -0.015 -0.014 0.006
Si 14.983 6.781 9.525 0.009 -0.01 0.006
Si 1.401 9.492 9.506 0.011 -0.003 -0.005
Si 14.967 12.23 9.547 -0.032 -0.021 0.003
Si 1.35 14.969 9.538 0.02 0.018 0.009
Si 4.063 1.392 9.542 0.009 0.017 0.014
Si 6.786 4.09 9.483 -0.001 -0.009 0.004
Si 4.093 6.788 9.479 0.01 0.006 -0.003
Si 6.801 9.496 9.513 -0.008 0.007 0.011
Si 4.078 12.218 9.518 0.004 -0.011 0
Si 6.784 14.983 9.56 0.009 -0.006 0
Si 9.506 1.396 9.506 -0.005 0 0.002
Si 12.228 4.073 9.494 -0.013 0.006 0.005
Si 9.524 6.801 9.49 0.02 -0.003 0.003
Si 12.254 9.501 9.53 0.007 0.018 0.009
Si 9.514 12.211 9.598 -0.022 -0.005 0.02
Si 12.235 15.007 9.544 -0.013 -0.005 0.001
Si 13.589 16.349 10.906 -0.019 0.005 0.001
Si -0.01 2.729 10.871 0.016 0.001 0.005
Si 13.599 5.425 10.866 0.017 -0.019 -0.001
Si 0.018 8.157 10.872 -0.019 0.011 0
Si 13.595 10.879 10.891 0.004 0.023 0.014
Si 0.011 13.588 10.899 0.012 -0.014 -0.01
Si 2.707 16.334 10.889 -0.016 0.026 0.006
Si 5.451 2.733 10.877 0.013 -0.029 -0.001
Si 2.727 5.458 10.869 -0.01 -0.005 -0.01
Si 5.438 8.144 10.869 0.011 -0.005 0.009
Si 2.733 10.858 10.888 0.014 -0.013 0.01
Si 5.427 13.591 10.888 -0.012 0.02 -0.005
Si 8.171 16.338 10.886 0.003 -0.002 0.006
Si 10.869 2.737 10.88 -0.01 0.014 0.003
Si 8.15 5.452 10.851 -0.027 0.012 0
Si 10.884 8.143 10.873 -0.013 -0.008 0.003
Si 8.133 10.854 10.912 0.013 0.002 0.007
Si 10.886 13.614 10.897 0.023 -0.019 -0.005
Si -1.368 14.956 12.237 -0.001 0.01 -0.006
Si 1.349 1.372 12.234 -0.005 -0.019 0.002
Si -1.368 4.081 12.241 -0.005 -0.012 -0.003
Si 1.373 6.81 12.245 0.008 0.003 0
Si -1.35 9.517 12.229 0.012 0.002 0
Si 1.368 12.221 12.251 -0.005 0.004 0.004
Si 4.066 14.953 12.24 -0.002 -0.002 -0.003
Si 6.804 1.37 12.238 -0.002 0.017 -0.001
Si 4.086 4.094 12.227 0.008 0.003 0
Si 6.801 6.799 12.233 -0.001 0.007 0.007
Si 4.092 9.508 12.252 0.004 0.002 0.004
Si 6.787 12.236 12.262 0.003 -0.01 -0.001
Si 9.515 14.966 12.254 -0.008 0.009 -0.003
Si 12.219 1.374 12.26 0.01 -0.008 0.008
Si 9.509 4.101 12.23 0 -0.006 0.005
Si 12.245 6.793 12.233 0.007 0.006 -0.002
Si 9.521 9.501 12.24 -0.001 0.006 -0.001
Si 12.239 12.244 12.245 -0.008 0.004 0.004
Si -0.003 16.318 13.579 0.017 0.016 -0.01
Si 2.725 2.728 13.577 -0.001 0.003 -0.009
Si -0.006 5.457 13.589 0.003 -0.004 0.001
Si 2.727 8.162 13.625 0.002 0.006 0.006
Si 0.002 10.864 13.607 -0.02 0.002 -0.004
Si 2.72 13.586 13.613 -0.002 0.014 0.006
Si 5.449 16.306 13.582 0.009 0.004 -0.01
Si 8.153 2.737 13.594 -0.007 -0.02 -0.008
Si 5.44 5.448 13.596 0.007 0 -0.004
Si 8.159 8.156 13.602 0.007 -0.007 -0.005
Si 5.437 10.875 13.627 -0.01 0 0.005
Si 8.162 13.592 13.616 0.002 0.002 0.001
Si 10.867 16.322 13.622 0.005 -0.005 0.008
Si 13.596 2.724 13.611 0.004 0.006 0.007
Si 10.877 5.451 13.599 -0.012 0.002 0.007
Si 13.596 8.174 13.588 0.015 0.009 -0.005
Si 10.874 10.878 13.589 -0.01 0.003 -0.001
Si 13.595 13.596 13.605 -0.001 -0.016 0.008
O 0.041 16.193 1.363 0.167 -0.276 -0.088
O 14.154 15.064 0.543 -0.564 0.129 -0.235
O -1.605 4.97 33.266 -0.187 0.298 0.249
O 0.362 2.468 0.162 -0.133 -0.364 0.293
O 0.472 9.393 32.755 0.118 -0.135 -0.222
O -1.95 11.124 25.806 0.083 -0.003 0.019
O 5.12 16.299 1.37 -0.395 -0.41 -0.267
O 7.157 1.545 1.84 0.315 -0.289 -0.05
O 7.992 6.397 0.139 0.149 0.074 -0.19
O 6.571 12.741 0.87 -0.225 0.182 0.086
O 3.803 15.993 33.545 -0.024 0.095 0.296
O 9.979 5.563 30.071 -0.28 -0.121 -0.136
O 11.022 0.452 1.53 0.211 0.091 -0.045
O 9.207 3.249 2.215 0.141 0.144 0.158
O 13.499 8.734 1.399 0.536 -0.015 -0.46
O 2.011 11.559 22.86 -0.306 -0.344 0.14
O 4.869 1.581 32.002 -0.211 0.223 0.02
O 2.402 2.688 29.538 0.276 -0.314 0.426
O -2.093 15.65 26.392 0.781 -0.067 0.267
O 5.429 5.372 23.572 -0.047 0.139 0.54
O 2.743 10.964 25.913 -0.019 -0.052 0.072
O 2.377 5.984 25.993 0.493 -0.28 -0.426
O 4.672 1.056 25.476 -0.191 0.008 -0.205
O -0.465 9.692 24.306 0.432 0.063 -0.105
O 0.644 6.609 24.128 -0.313 -0.163 -0.121
O 2.899 8.824 1.328 -0.164 0.026 -0.268
O 11.946 6.683 1.644 0.495 -0.249 0.212
O 12.454 15.931 28.373 0.283 -0.429 0.13
O 6.712 7.178 31.973 -0.034 -0.473 0.685
O 7.667 14.871 31.143 -0.098 0.268 0.019
O 12.097 12.022 26.636 -0.613 -0.114 0.145
O 10.532 15.1 29.916 -0.486 -0.048 -0.065
O 10.081 17.138 28.331 0.144 0.656 -0.27
O 4.451 10.01 24.126 0.513 0.072 -0.072
O -2.578 8.651 29.909 0.346 0.138 -0.144
O 5.813 14.434 29.322 -0.229 -0.178 0.417
O -2.223 9.441 32.634 -0.068 -0.237 -0.278
O 1.391 13.052 24.909 0.055 0.492 0.297
O 7.519 9.023 24.753 -0.293 0.292 -0.465
O 6.017 8.662 28.175 0.65 0.113 -0.246
O 0.384 4.373 25.43 0.315 0.037 0.255
O 8.695 3.575 26.074 -0.156 0.397 0.012
O 10.871 2.874 0.28 -0.103 0.303 -0.622
O 8.068 11.276 25.955 0.448 0.423 0.288
O 4.051 12.012 0.451 -0.225 -0.341 -0.543
O 8.168 9.123 32.902 0.189 0.38 -0.282
O 6.205 7.144 26.043 -0.046 -0.348 0.132
O 6.208 12.342 24.465 -0.283 0.291 0.082
O 7.279 3.976 28.234 0.486 0.458 -0.004
O -1.837 1.26 28.178 -0.023 -0.11 0.381
O -1.642 14.099 30.575 0.308 -0.162 -0.247
O 4.1 15.006 24.536 -0.284 -0.103 0.487
O -2.272 11.687 31.396 0.672 -0.054 -0.019
O 15.753 4.827 0.942 0.2 0.432 -0.14
O -0.13 9.31 26.915 0.082 -0.033 0.224
O 9.495 10.142 0.182 -0.207 -0.582 -0.233
O 10.853 3.024 30.681 -0.498 0.112 -0.18
O 1.468 12.064 1.031 0.198 -0.058 0.318
O -2.523 8.074 23.746 -0.042 0.184 0.519
O 7.441 1.6 32.533 0.299 -0.39 -0.143
O 1.94 7.677 27.909 0.222 0.479 0.148
O 2.445 11.856 29.862 -0.476 -0.188 0.393
O -2.694 13.535 25.019 0.324 -0.076 -0.372
O 7.998 15.564 28.585 0.142 -0.55 -0.239
O 6.396 5.685 29.873 0.355 0.201 -0.222
O 15.25 12.641 0.567 0.154 0.101 -0.291
O -2.881 12.418 28.918 0.495 0.052 -0.163
O 10.514 1.896 25.046 -0.221 -0.236 0.121
O 8.133 13.571 23.306 0.154 -0.152 0.323
O -1.44 16.616 31.198 -0.338 -0.005 -0.248
O 8.923 7.877 30.711 0.077 0.136 -0.04
O 0.408 2.538 27.966 0.216 0.078 -0.39
O 6.018 3.192 26.107 0.135 0.209 -0.06
O -1.824 3.876 28.159 0.091 0.148 0.108
O 6.468 13.129 27.058 0.387 0.093 0.205
O 4.968 2.6 0.79 -0.512 -0.179 0.104
O 5.123 13.734 33.416 0.208 0.205 -0.268
O 4.91 15.27 27.017 -0.254 0.118 0.079
O 2.464 5.005 28.393 -0.636 0.098 0.491
O 11.169 7.041 26.34 0.349 0.494 0.174
O 0.752 1.992 24.327 0.216 -0.029 0.188
O 2.733 8.114 23.419 -0.046 -0.12 0.387
O -0.086 6.684 26.668 -0.368 -0.344 -0.095
O 6.614 3.169 30.687 0.171 0.301 0.108
O 5.395 10.901 26.403 0.149 -0.184 0.255
O 2.479 1.853 32.895 -0.203 0.206 -0.474
O 3.927 3.411 24.509 -0.439 0.019 0.109
O 2.108 11.334 33.559 0.209 0.292 -0.181
O -2.934 2.332 30.787 0.127 0.584 -0.521
O 0.775 5.795 32.801 0.285 0.262 -0.607
O 8.977 16.015 26.197 0.669 -0.505 0.119
O 11.75 5.122 31.91 -0.056 0.322 -0.21
O 4.07 8.723 26.358 -0.576 -0.265 0.079
O 7.76 1.306 24.363 0.064 0.463 0.571
O 8.73 6.828 25.54 0.281 -0.611 -0.283
O 9.233 7.189 28.149 -0.573 0.059 -0.035
O 0.671 15.04 31.401 0.068 -0.256 0.092
O 12.316 11.298 33.366 -0.316 -0.493 0.125
O 4.006 13.024 28.068 0.199 -0.507 -0.357
O 3.006 16.237 31.085 0.188 -0.216 -0.093
O 4.728 3.806 29.085 0.026 0.068 0.252
O 2.176 14.412 29.326 -0.007 0.023 -0.091
O 4.559 5.647 31.755 -0.38 -0.499 -0.481
O -2.258 6.352 28.807 -0.11 0.264 -0.041
O 2.827 9.873 31.625 0.252 -0.581 -0.051
O 6.618 15.494 25.055 -0.1 -0.395 0.003
O 3.497 2.881 27.042 -0.372 -0.253 -0.149
O -1.236 6.694 31.234 -0.041 0.004 -0.146
O 7.034 12.51 32.063 0.143 -0.34 0.016
O 6.454 16.917 30.212 -0.084 0.126 -0.208
O 2.926 6.456 0.186 0.082 -0.042 0.403
O -1.272 2.489 25.934 -0.229 -0.485 0.111
O -1.327 2.361 32.885 0.506 -0.425 0.121
O 13.035 5.33 26.615 0.343 -0.248 -0.099
O 7.006 3.952 0.193 0.238 -0.432 -0.087
O 4.504 10.292 29.616 0.145 0.413 -0.352
O 4.355 6.59 27.721 0.233 -0.219 0.108
O 11.648 1.084 32.373 0.173 -0.354 -0.118
O -0.244 7.907 29.118 0.181 0.398 0.159
O 8.794 14 33.336 -0.464 -0.123 0.03
O 4.447 12.019 31.561 0.058 0.143 -0.267
O 12.199 4.655 29.162 0.021 -0.071 -0.089
O 12.257 15.862 24.693 -0.606 -0.227 -0.211
O 10.836 12.61 28.846 -0.697 -0.267 -0.399
O 12.01 10.2 28.558 0.091 -0.253 -0.207
O -1.368 14.917 33.111 -0.148 0.44 0.12
O 1.461 12.593 27.516 -0.578 0.207 0.224
O 4.808 7.793 30.297 -0.723 -0.066 0.155
O 11.273 7.879 29.638 0.224 -0.289 -0.151
O 1.05 16.757 29.438 -0.173 -0.016 -0.191
O 9.466 12.963 31.032 -0.126 -0.336 -0.135
O 11.003 4.559 25.24 -0.155 -0.008 0.043
O 7.653 1.554 27.421 -0.264 0.026 0.328
O 9.568 9.16 26.434 0.334 0.355 0.375
O 12.59 1.408 26.415 -0.118 0.355 0.256
O -0.184 2.5 30.527 0.132 0.603 -0.053
O 11.969 9.996 31.168 -0.441 0.254 0.372
O 12.132 13.379 30.985 -0.041 0.186 0.544
O 6.829 9.432 30.602 0.195 0.425 -0.166

Results
total energy: -99458.015 eV
total energy less fixed offsets of O -438.35, Si -107.03 eV per atom: 3.435 eV
